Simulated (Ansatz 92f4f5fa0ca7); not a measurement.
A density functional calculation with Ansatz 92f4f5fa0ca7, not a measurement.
Periodic cell of 221 atoms, Si132O87H1N1, from a study of silicon, its oxide and their interface. The atomic structure is a simulated model.
Doubt: the cutoff is far below the 930 eV that the study's wrapper takes by default for these files, so forces and energies are approximate.
This geometry differs little from another in the collection (a relaxation step or a small displacement).

Settings
functional: PBE
potential files: Ansatz PAW
basis: plane waves
wave-function cutoff: 580 eV
density cutoff ratio: 5
exchange-correlation grid ratio: 1
k mesh: 1 x 1 x 1, Gamma-centred
self-consistency stop: 5e-08 eV per atom in the density residual
occupations: fixed
spin: none
net charge: 0

Cell vectors (angstrom)
a 10.938 0 0
b 0 10.938 0
c 0 0 32.5359

Atoms and the computed forces on them: element, x, y, z (angstrom), force x, y, z (eV/angstrom)
Si -0.2634 0.2955 25.1502 0.0126 -0.0315 0.0604
Si 5.6634 -0.2896 25.1313 -0.0173 0.0351 0.0279
Si 2.3618 2.9944 25.0628 0.0405 -0.0204 0.0689
Si 8.4619 2.5173 25.1066 -0.0198 0.0094 0.0092
Si 0.1303 5.2361 24.9325 -0.0047 0.0203 0.0087
Si 5.22 5.7895 25.0731 0.0166 -0.0422 0.0597
Si 2.9807 8.0053 25.0223 -0.0236 0.0102 0.0184
Si 7.892 8.4354 25.0738 0.0457 -0.0204 0.0626
Si 1.3008 1.4349 26.4661 0.0033 -0.0011 -0.0022
Si 6.8206 1.3655 26.3621 -0.0084 0.0093 0.0184
Si 4.0436 4.1363 26.3093 0.0026 -0.0084 -0.0015
Si 9.578 4.1186 26.3991 -0.017 0.0133 0.014
Si 1.3282 6.8336 26.2648 -0.0192 0.0162 0.0224
Si 6.7795 6.8827 26.4417 0.0099 -0.0074 0.0009
Si 4.0833 9.5356 26.4425 -0.015 0.0124 0.0152
Si 9.5179 9.5833 26.3689 0.009 -0.0058 -0.0032
Si 2.7141 0.0217 27.7476 -0.0016 0.0019 -0.0055
Si 8.1807 0.0141 27.7651 0.0082 -0.0027 0.0144
Si -0.0351 2.7819 27.8197 0.0114 -0.0146 0.0017
Si 5.437 2.7598 27.702 -0.0057 0.0039 -0.0062
Si 2.6978 5.4958 27.7205 0.0098 -0.0126 0.0141
Si 8.1861 5.4868 27.7395 -0.0012 0.0024 -0.005
Si -0.0095 8.206 27.699 -0.0008 -0.0015 -0.0092
Si 5.446 8.2191 27.8242 0.0048 -0.0073 -0.0006
Si 4.1018 1.3673 29.1177 0.0296 0.1147 -0.1685
Si 9.5708 1.3673 29.1177 -0.1931 -0.0034 0.2773
Si 1.3673 4.1018 29.1177 0.1112 0.3013 0.2528
Si 6.8362 4.1018 29.1177 -0.1208 -0.0176 -0.2367
Si 4.1018 6.8362 29.1177 -0.3043 -0.1714 0.205
Si 9.5708 6.8362 29.1177 0.0576 0.0603 -0.2089
Si 1.3673 9.5708 29.1177 -0.1125 -0.0635 -0.2202
Si 6.8362 9.5708 29.1177 0.0223 0.1711 0.368
Si 0 0 30.4849 -0.0315 -0.0187 -0.0214
Si 5.469 0 30.4849 0.0831 -0.0152 0.0084
Si 2.7345 2.7345 30.4849 0.0214 0.0411 -0.0217
Si 8.2035 2.7345 30.4849 -0.0154 -0.1178 0.0075
Si 0 5.469 30.4849 0.078 0.0039 -0.0032
Si 5.469 5.469 30.4849 -0.0684 -0.0427 -0.0144
Si 2.7345 8.2035 30.4849 0.0217 -0.0705 0.0013
Si 8.2035 8.2035 30.4849 0.0213 0.0365 -0.0223
Si 1.3673 1.3673 31.8522 -0.0007 0.0002 -0.0188
Si 6.8362 1.3673 31.8522 -0.029 0.068 -0.0039
Si 4.1018 4.1018 31.8522 0.0206 -0.0243 0.0026
Si 9.5708 4.1018 31.8522 0.0148 0.0672 -0.0371
Si 1.3673 6.8362 31.8522 -0.0897 0.007 -0.0205
Si 6.8362 6.8362 31.8522 0.0113 0.0215 -0.0244
Si 4.1018 9.5708 31.8522 -0.0502 0.0198 -0.0281
Si 9.5708 9.5708 31.8522 -0.009 -0.0113 -0.0062
Si 2.7345 0 0.6835 0.0511 -0.0418 0.0266
Si 8.2035 0 0.6835 -0.0022 -0.0068 0.0087
Si 0 2.7345 0.6835 -0.0229 -0.0273 0.014
Si 5.469 2.7345 0.6835 0.0201 -0.0376 0.0311
Si 2.7345 5.469 0.6835 -0.0029 0.0532 0.0007
Si 8.2035 5.469 0.6835 0.0058 -0.0457 0.0237
Si 0 8.2035 0.6835 0.0633 -0.0144 0.0214
Si 5.469 8.2035 0.6835 -0.0012 -0.0057 0.0188
Si 4.1018 1.3673 2.0507 -0.0655 0.0662 -0.0049
Si 9.5708 1.3673 2.0507 0.0577 0.0332 0.0069
Si 1.3673 4.1018 2.0507 -0.0204 0.0309 0.0198
Si 6.8362 4.1018 2.0507 -0.0097 0.065 0.0162
Si 4.1018 6.8362 2.0507 -0.0348 -0.0653 -0.019
Si 9.5708 6.8362 2.0507 -0.0141 0.0225 0.0255
Si 1.3673 9.5708 2.0507 -0.0919 0.0068 0.0127
Si 6.8362 9.5708 2.0507 0.0792 0.0114 -0.0069
Si 0 0 3.418 0.1713 0.0828 -0.2864
Si 5.469 0 3.418 0.1267 0.0797 0.4669
Si 2.7345 2.7345 3.418 0.3209 -0.2854 -0.0142
Si 8.2035 2.7345 3.418 -0.1029 -0.2086 0.113
Si 0 5.469 3.418 -0.021 -0.1637 -0.114
Si 5.469 5.469 3.418 -0.2127 -0.1469 -0.336
Si 2.7345 8.2035 3.418 0.2481 0.0803 0.0433
Si 8.2035 8.2035 3.418 -0.1311 0.1872 -0.1893
Si 1.4319 1.304 4.7801 -0.0178 -0.0083 -0.0045
Si 6.8602 1.3694 4.8689 0.0095 0.0044 0.0051
Si 4.1854 4.0243 4.7878 -0.0328 0.0233 -0.0143
Si 9.5765 4.076 4.7719 -0.0168 0.0145 -0.0029
Si 1.4085 6.7945 4.7468 -0.0092 0.0024 0.0004
Si 6.7715 6.8731 4.7286 0.0138 0.0063 -0.0166
Si 4.1215 9.5639 4.8317 -0.0017 0.0014 -0.0055
Si 9.5554 9.6163 4.7486 0.024 0.0111 0.007
Si 2.8177 -0.0131 6.2663 0.015 -0.0255 -0.0154
Si 8.2617 0.0219 6.2539 -0.0249 0.0002 -0.0166
Si 0.0381 2.6776 6.0837 -0.0073 -0.0154 0.0092
Si 5.5673 2.7578 6.3325 0.0267 -0.0431 -0.012
Si 2.7722 5.3853 6.0697 0.0076 0.0132 0.0023
Si 8.1358 5.4866 5.9993 0.0157 -0.0279 -0.0142
Si 0.0477 8.2343 5.9891 0.01 -0.0042 -0.0195
Si 5.4662 8.1897 6.2212 -0.0222 0.0116 0.02
Si 3.9322 1.624 7.6372 -0.0104 0.0049 -0.0157
Si 9.9938 1.1071 7.5286 0.0099 0.0079 -0.0493
Si 1.6186 3.7944 7.3755 -0.025 0.0427 -0.0916
Si 6.7116 4.4893 7.5921 0.0032 -0.0115 -0.0263
Si 4.2856 6.5137 7.4399 -0.0543 0.0678 -0.2262
Si 9.3476 7.0776 7.1418 0.0252 -0.0041 -0.0062
Si 1.1909 9.6619 7.4462 -0.0176 0.0152 -0.0435
Si 7.1502 9.2825 7.4942 -0.018 0.0256 -0.0492
O 1.2709 4.109 24.4864 -0.0236 0.0225 -0.0458
O 6.7914 9.5698 24.5774 -0.0067 0.0008 -0.0517
O 2.7367 2.7197 7.9095 0.0536 -0.0431 0.0297
O 8.3088 8.1533 7.846 -0.0036 0.0028 0.0427
O 5.4686 5.5075 7.9973 0.0947 -0.0688 0.057
O 0.0844 -0.1374 7.8754 0.0062 -0.0103 0.0314
O 4.1031 6.8876 24.5296 -0.0135 0.0202 -0.0436
O 9.561 1.3891 24.5903 -0.0133 0.0166 -0.0469
O 1.6299 8.8777 8.8309 -0.002 -0.0022 0.0058
O 0.9213 4.2856 8.771 -0.0407 0.0121 0.0736
O 9.818 1.8092 9.0263 -0.0074 -0.0168 0.0769
O 6.5956 9.8203 8.9533 0.0142 0.0114 0.0531
O 4.4547 1.2246 9.1497 0.013 -0.0264 0.0719
O 3.3872 6.9244 8.7427 -0.0042 0.0043 0.1405
O 7.5332 4.2047 9.0097 0.0323 -0.0007 0.0457
O 10.0356 6.1874 8.3086 -0.0066 -0.0041 -0.0112
O 2.906 2.1474 23.7582 0.0049 -0.0167 -0.0302
O 4.8377 0.2568 23.8186 -0.0075 -0.0017 -0.0138
O 7.9187 3.3062 23.7647 0.0012 0.0066 -0.0038
O 10.3018 5.7777 23.5514 -0.0096 0.0056 -0.013
O 8.4326 7.6813 23.7154 0.0028 -0.0115 -0.0322
O 2.4361 8.7611 23.6538 -0.0045 0.0124 -0.0151
O 6.0514 5.2597 23.7497 0.0124 0.0009 -0.0263
O 0.5417 10.6413 23.8541 0.0125 -0.0021 -0.0236
Si 3.158 9.2179 11.9158 -0.022 0.0182 -0.0222
Si 8.1986 4.7981 10.3913 0.0218 -0.0015 -0.0048
Si 7.0453 4.7888 17.473 -0.0015 0.0037 -0.0018
Si 4.2945 1.607 23.1037 0.0052 0.0171 -0.0116
Si 12.3567 3.3202 19.2534 0.0083 0.0023 -0.0121
Si 7.9202 -2.9578 14.5358 -0.0079 0.0249 0.0097
Si 1.0864 9.3842 22.9849 -0.0089 -0.0156 -0.0117
Si 4.0283 12.9203 20.0936 0.0086 -0.0124 0.013
Si -2.3888 2.9515 12.6603 0.0067 -0.003 0.0058
Si -3.9345 14.2114 20.1238 -0.008 0.0186 0.0102
Si 1.0942 -4.5766 18.5149 -0.0104 -0.0011 -0.0089
Si 0.8222 11.1437 12.4407 -0.0228 0.015 0.0451
Si 10.2741 9.7786 14.855 -0.0088 0.0056 -0.0016
Si -6.0486 3.1689 16.0383 -0.0004 -0.0024 0.0055
Si 7.1597 10.2343 10.4381 0.0452 0.0274 0.0372
Si 0.6385 17.6748 15.4712 -0.0038 0.0006 -0.0049
Si -1.4056 4.1991 15.4256 0.0022 0.0005 0.0005
Si -0.0136 5.4343 9.4135 0.0244 0.0129 0.0021
Si 5.05 7.4767 13.511 0.0079 -0.0159 0.0127
Si 6.5589 3.8722 23.0719 -0.0056 -0.0155 -0.0109
Si 7.4591 7.7256 17.3737 -0.0072 -0.002 0.0118
Si 9.783 1.0869 10.5033 -0.0139 -0.0463 -0.0152
Si 2.1572 11.6295 18.1782 0.0036 -0.0033 -0.0013
Si 9.7626 1.8891 19.7486 -0.0023 -0.0004 -0.0104
Si 4.5884 0.7653 10.7103 0.0497 -0.0382 -0.0065
Si 2.9921 2.195 13.0066 -0.0127 -0.0106 -0.0048
Si 2.1831 7.5589 9.6223 -0.085 -0.0181 0.0112
Si 5.8715 9.5902 15.6135 0.0109 0.0043 0.0012
Si 3.1445 5.0465 14.3693 -0.0005 0.0012 0.0004
Si 9.702 7.1445 22.8471 0.0057 -0.0062 -0.0168
Si 11.2704 10.246 20.239 0.0143 -0.0145 -0.0004
Si 7.3249 -3.5996 11.7903 0.0015 0.0263 -0.0041
Si -1.3949 7.5791 19.7846 -0.0079 -0.0073 0.0061
Si 3.6118 0.5532 15.7575 0.0104 -0.0027 0.004
Si 9.5997 12.3686 16.5534 0.0057 -0.0007 -0.0079
Si 7.0215 1.5126 14.7898 -0.0014 -0.0061 0.0018
O 4.31 10.002 15.8261 0.0018 -0.0008 0.0016
O 10.2073 -0.0561 16.1105 -0.0018 0.0003 -0.0032
O 8.6064 -0.0101 10.3664 -0.0274 -0.0146 0.0225
O 0.1629 8.3036 15.0305 0.0014 -0.0012 -0.0016
O 4.3319 -4.8149 14.0641 0.0096 0.0109 0.0027
O 2.8126 14.0544 20.1304 -0.0106 0.0079 0.0048
O 1.8282 6.0143 14.5683 0.0062 -0.0034 0.0019
O -1.7816 14.8287 13.8547 0 -0.0006 0.0045
O -2.8882 1.5831 16.0484 0.0043 -0.0008 -0.0008
O -1.092 4.7624 10.4304 -0.0264 -0.0127 0.0037
O 10.4887 -4.4479 19.0315 0.012 -0.0015 -0.0003
O 8.3816 7.436 16.0272 0.0029 -0.0009 -0.002
O -3.2157 1.7239 13.3417 -0.0027 -0.0028 -0.0015
O 3.4193 12.1513 14.2732 -0.0053 0 -0.001
O 1.3553 9.9296 21.4752 -0.0065 0.01 -0.0152
O 8.2265 7.1108 13.174 -0.0093 -0.0009 -0.0155
O 8.2658 2.2371 20.3199 0.0046 -0.0019 0.0043
O 10.2929 8.9973 19.9582 0.0006 0.0021 0.0065
O 4.065 1.2546 21.5466 -0.0031 0.0031 -0.0135
O -3.5858 8.9038 11.3555 -0.0197 0.0286 -0.0283
O 6.8264 4.1363 21.4971 0.0045 -0.0108 -0.0177
O 8.2714 7.882 18.7844 0.0052 0.0006 0.0046
O 12.1721 10.5107 18.9093 0.0015 0.0058 0.0013
O 6.5732 6.3581 17.5168 0.0056 -0.0061 0.003
O -2.7248 4.5081 16.3631 0.0047 -0.0053 -0.0003
O 9.6214 2.1979 11.686 -0.0024 -0.0101 -0.0072
O 10.732 10.7521 13.6317 0.0635 0.0047 -0.0687
O 5.9229 2.7449 14.832 0.0012 -0.0004 0.0016
O 6.4094 10.9572 14.8916 0.0018 0.003 -0.0005
O -0.5234 16.5132 15.4475 0.0015 0.0003 0.0002
O -2.1975 -1.5502 14.4376 0.0204 -0.0012 0.0044
O 4.016 1.8924 11.7543 -0.0156 -0.0172 0.0078
O -7.3699 11.7646 19.0205 -0.0044 -0.0015 -0.0024
O 2.8006 7.9018 11.0678 0.0263 0.0658 0.0811
O 5.7877 6.9543 12.1531 0.0119 0.0073 0.0154
O 2.0906 -3.7279 19.4901 0.021 0.012 -0.0054
N 6.196 8.2374 14.5735 -0.0045 -0.0269 -0.0073
O 9.2017 6.9812 21.2868 -0.0036 0.0037 -0.0112
O 1.4847 12.6267 12.6543 0.0002 -0.0386 0.0032
O -0.0469 8.2344 22.9318 0.0086 0.0057 0.0161
O 6.5799 9.1008 17.0458 0.0029 -0.0005 -0.0028
O -3.4422 4.3106 18.9632 0.0009 -0.006 -0.0016
O 2.2635 0.2381 16.6143 -0.0056 -0.0019 0.0001
O -0.0512 3.0908 19.9766 0.0003 0.0001 0.0084
O 1.4715 4.7833 18.5777 -0.0007 -0.0018 0.0075
O 3.8238 10.2782 10.8845 0.0229 0.014 0.0243
O 5.3992 2.7697 23.3036 0.0035 0.0004 0.0064
O 3.6449 4.1617 15.6607 -0.0029 -0.0029 -0.0009
O 5.5469 13.4962 19.7933 0.0049 0.0012 0.0027
O -3.2704 3.9127 11.6633 -0.0043 -0.0034 0.0015
O 4.0379 8.7067 13.1743 -0.0061 -0.0078 0.0039
O 6.1491 0.4249 11.0569 -0.0202 -0.0325 -0.0428
O 9.6011 1.4816 18.1744 0.0034 -0.0025 0.002
O -0.6369 13.7702 15.9819 -0.0019 0.0032 -0.0009
O 4.3849 1.7256 16.6126 0.0015 -0.0002 -0.0005
O 1.4736 13.106 18.0973 0.0023 -0.0038 0.0044
O 5.7078 -7.0036 17.1841 0.0017 0 -0.0006
O 0.9873 6.5377 10.0503 0.0105 0.0132 -0.0164
O 1.2213 6.9098 16.9835 -0.002 -0.004 0.0044
O 1.8719 9.9248 12.5645 0.0418 0.0112 -0.0237
O 7.799 6.3727 10.5843 -0.0167 0.0068 0.0109
O 11.1115 0.2359 10.9418 -0.0396 0.0437 -0.0004
O 10.3284 11.5351 20.5745 -0.0041 0.0061 0.0077
O 2.9449 3.8269 13.256 0.0089 -0.0025 0.0012
H 2.6521 -3.0486 19.0903 -0.0161 -0.0097 0.0063

Results
free energy: -133795.223 eV
free energy less fixed offsets of H -15.97, N -385.13, O -568.88, Si -635.61 eV per atom: -1.043 eV

The program warned: the cutoff lies below the one the program advises for these potential files; the forces do not sum to zero within the program's tolerance; the exchange-correlation potential is rough where the density is thin.
